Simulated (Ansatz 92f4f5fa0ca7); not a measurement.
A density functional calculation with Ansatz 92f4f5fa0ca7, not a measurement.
Periodic cell of 226 atoms, Si133O92As1, from a study of silicon, its oxide and their interface. The atomic structure is a simulated model.
Doubt: the cutoff is far below the 930 eV that the study's wrapper takes by default for these files, so forces and energies are approximate.

Settings: functional PBE; potential files Ansatz PAW; basis plane waves; wave-function cutoff 580 eV; density cutoff ratio 5; exchange-correlation grid ratio 1; k mesh 1 x 1 x 1, Gamma-centred; self-consistency stop 5e-08 eV per atom in the density residual; occupations fixed; spin none; net charge +1 e, with a uniform compensating background and no finite-size correction.

Cell vectors (angstrom)
a  10.938  0  0
b  0  10.938  0
c  0  0  31.9494

Atoms: element, x, y, z (angstrom)
Si  10.6222  0.0028  24.4156
Si  5.0745  0.1344  24.6623
Si  2.821  2.3013  24.5352
Si  8.5712  2.4418  24.5651
Si  10.7103  5.5988  24.3313
Si  5.1578  5.6194  24.4522
Si  2.9883  7.9591  24.4027
Si  8.416  7.8412  24.4178
Si  1.2915  1.1278  25.8333
Si  6.8144  1.3328  25.7433
Si  3.9855  4.0146  25.7367
Si  9.6913  4.0284  25.8499
Si  1.3409  6.7964  25.6728
Si  6.8054  6.7255  25.7504
Si  4.0003  9.472  25.9525
Si  9.4832  9.4443  25.8048
Si  2.6302  -0.1354  27.2875
Si  8.1445  -0.0641  27.1479
Si  0.0877  2.6571  27.2011
Si  5.4555  2.7302  27.114
Si  2.6724  5.4191  27.1164
Si  8.1977  5.3743  27.1345
Si  0.0168  8.1592  27.1332
Si  5.5123  8.1466  27.1812
Si  4.1065  1.3088  28.4814
Si  9.534  1.3421  28.4907
Si  1.3884  4.0686  28.5735
Si  6.8107  4.0688  28.5255
Si  4.0822  6.7755  28.4838
Si  9.5682  6.781  28.4724
Si  1.2974  9.4649  28.6473
Si  6.8305  9.5345  28.5707
Si  -0.103  -0.0615  29.8883
Si  5.4677  -0.0128  29.9001
Si  2.8276  2.742  29.8655
Si  8.1723  2.7064  29.8785
Si  -0.0129  5.4483  29.8932
Si  5.4518  5.4458  29.8901
Si  2.7362  8.1346  29.9173
Si  8.2282  8.1725  29.8821
As  1.3688  1.3688  31.2652
Si  6.8264  1.3677  31.2653
Si  4.124  4.0864  31.3006
Si  9.5409  4.0923  31.2373
Si  1.3586  6.8065  31.2777
Si  6.8295  6.8404  31.2497
Si  4.1009  9.5511  31.2475
Si  9.5365  9.5375  31.3124
Si  2.7926  -0.0255  0.7271
Si  8.1869  0.016  0.677
Si  -0.037  2.7957  0.7288
Si  5.5013  2.7493  0.713
Si  2.7414  5.4704  0.6818
Si  8.2099  5.4923  0.6745
Si  0.0165  8.2026  0.7079
Si  5.481  8.2249  0.6964
Si  4.1136  1.4079  2.0841
Si  9.593  1.3356  2.0468
Si  1.3765  4.154  2.0712
Si  6.8495  4.1595  2.0578
Si  4.0954  6.8487  2.0424
Si  9.5778  6.8451  2.0755
Si  1.358  9.6154  2.0726
Si  6.839  9.6304  2.0579
Si  0.0297  0.0401  3.4957
Si  5.4783  0.0359  3.467
Si  2.7005  2.77  3.4191
Si  8.2682  2.7851  3.3252
Si  0.0259  5.517  3.4926
Si  5.4678  5.5318  3.4342
Si  2.7337  8.2392  3.3914
Si  8.2437  8.2998  3.3825
Si  1.3684  1.4551  4.8551
Si  6.9123  1.479  4.7244
Si  4.0565  4.1564  4.7588
Si  9.5982  4.0754  4.7882
Si  1.3628  6.9745  4.8444
Si  6.8398  6.9907  4.7304
Si  4.0882  9.5692  4.7921
Si  9.6197  9.5744  4.8416
Si  2.7594  0.0372  6.1357
Si  8.2987  0.1234  6.0884
Si  0.0148  2.7967  6.3134
Si  5.5126  2.8397  6.0666
Si  2.7547  5.5955  6.1403
Si  8.2532  5.5973  5.96
Si  0.0468  8.3045  6.3734
Si  5.4988  8.3021  6.2216
Si  4.4265  1.1799  7.3202
Si  9.8104  1.1451  7.6266
Si  1.1801  4.4983  7.5015
Si  6.6415  4.5394  7.2458
Si  4.3272  6.7036  7.5384
Si  9.7301  6.6082  7.5035
Si  1.2809  9.9382  7.6954
Si  6.7236  9.9652  7.3998
O  9.5888  1.2477  23.9767
O  4.1114  6.8141  23.9429
O  4.0114  1.25  24.027
O  9.539  6.7142  23.8977
O  -0.0269  5.5374  8.015
O  5.577  0.1275  7.905
O  0.0696  0.0818  8.1475
O  5.5357  5.6089  7.8816
O  7.5919  3.937  8.4309
O  8.7318  7.0361  8.7699
O  2.1802  9.453  9.0338
O  8.8929  1.663  8.9315
O  7.6195  9.4603  8.6947
O  3.6049  1.81  8.5932
O  3.5848  7.2177  8.9444
O  2.066  4.0014  8.8134
O  8.1407  3.4991  23.3636
O  0.4521  4.9503  22.945
O  1.9058  2.7648  23.2472
O  5.8305  4.9161  23.1165
O  5.531  10.0108  23.494
O  2.4445  8.6977  23.0193
O  0.189  10.0761  23.0782
O  7.7883  8.5853  23.0737
Si  8.659  7.7035  18.439
Si  8.7849  6.3595  13.6286
Si  3.7917  1.5416  14.7376
Si  2.1373  5.7562  17.623
Si  2.4183  3.1528  19.4881
Si  9.8131  9.033  12.0786
Si  1.3325  9.4284  22.0734
Si  9.1693  0.9659  13.1977
Si  1.4209  5.0547  13.0224
Si  1.7931  8.2549  12.8152
Si  6.6565  9.5666  22.4229
Si  4.5273  4.6036  15.7075
Si  8.2075  3.0061  9.5875
Si  0.8413  8.2555  19.2575
Si  6.9578  1.36  21.0873
Si  8.2283  8.309  9.6724
Si  10.8917  5.2073  15.6029
Si  7.5675  9.5019  16.3178
Si  9.9371  2.0703  20.2971
Si  3.2172  8.5085  9.9131
Si  6.6969  3.3563  17.409
Si  1.1686  0.219  19.8004
Si  3.2322  2.8139  12.2994
Si  7.2185  5.401  19.6861
Si  5.7478  8.6665  11.5438
Si  5.7854  6.0687  13.1966
Si  4.6327  9.7104  17.6248
Si  1.0265  3.6129  22.1731
Si  4.9007  1.492  18.7981
Si  3.1947  3.0701  9.5182
Si  6.4477  10.8195  13.7907
Si  10.3467  0.1201  15.9737
Si  5.6617  3.6469  11.1583
Si  9.8396  3.898  11.903
Si  2.3402  9.9251  15.5467
Si  6.0774  8.1302  19.8003
Si  6.9376  3.98  22.3769
Si  9.7582  2.7841  17.3659
O  7.1948  6.3758  13.9709
O  1.882  7.0679  18.6711
O  10.2958  4.0394  16.5235
O  6.1648  9.9622  17.0532
O  10.1421  0.7044  14.4703
O  8.4467  6.1222  18.8583
O  5.1663  0.6849  14.432
O  5.7215  2.0613  17.518
O  8.3518  1.9579  20.5471
O  1.992  4.3084  18.4004
O  6.9655  2.791  10.649
O  4.8682  2.7026  12.2256
O  6.0306  4.4002  16.3455
O  4.5639  3.9043  9.9403
O  10.6954  2.786  21.5546
O  9.7231  6.1599  14.9634
O  6.0092  6.4942  19.8418
O  4.0847  0.1777  18.2803
O  9.2569  10.5552  12.2738
O  2.8528  4.3599  12.6988
O  1.9158  10.7102  21.206
O  3.9962  2.7314  19.3774
O  0.7265  10.0445  15.9627
O  1.2748  9.8136  18.8318
O  1.715  1.6734  19.2699
O  8.9373  10.3939  16.502
O  4.8728  8.5882  18.7931
O  9.5729  8.7554  10.4863
O  6.7443  4.0947  18.8576
O  2.8347  1.7246  13.4137
O  5.8315  8.782  21.2631
O  2.5417  2.4369  10.8776
O  7.619  4.8576  21.1735
O  5.2089  7.474  12.5511
O  0.4311  9.0685  12.4979
O  7.5767  1.0582  13.5746
O  7.1083  9.636  14.7457
O  8.9769  5.0338  12.6905
O  8.0917  8.0389  16.91
O  6.2188  2.5808  21.9004
O  2.4543  9.0674  14.1116
O  0.4231  4.4882  11.8606
O  0.8164  8.3245  20.9294
O  9.3855  3.8236  10.3475
O  9.6535  2.3875  12.5361
O  7.6217  8.5698  19.3901
O  2.554  8.1703  11.3686
O  3.9791  3.0599  15.3801
O  0.836  4.4886  14.4351
O  10.0595  3.0092  18.9563
O  9.1425  7.8066  12.945
O  10.5167  0.5484  20.0779
O  6.0308  5.0358  11.9329
O  8.1574  2.7564  17.0168
O  3.5357  5.486  16.7247
O  4.6685  9.1292  10.3843
O  1.5289  6.6756  13.1784
O  4.7589  5.4878  14.3395
O  2.0525  3.8634  20.919
O  10.5481  1.414  16.9509
O  0.9489  6.0781  16.547
O  7.3475  10.9584  21.9247
O  5.9365  0.9235  19.9133
O  6.0651  10.025  12.4072
O  2.8442  0.5475  15.6057
O  7.0542  8.0121  10.7791
O  10.2442  8.0238  18.6854
O  3.4436  9.2012  16.5797

Results
free energy: -141734.049 eV
free energy less fixed offsets of As -4856.12, O -568.88, Si -635.61 eV per atom: -4.839 eV

Forces (eV/angstrom), in the order of the atoms: element, x, y, z
Si  0.026  -0.0293  -0.3048
Si  -0.002  -0.0508  -0.2419
Si  -0.0357  0.0276  -0.3063
Si  -0.0025  0.0537  -0.2606
Si  -0.0163  -0.0509  -0.2397
Si  0.0342  -0.0147  -0.2785
Si  -0.0057  0.0425  -0.2423
Si  -0.036  -0.0057  -0.2633
Si  -0.0002  0.0047  0.0434
Si  0.0406  0.0027  0.0077
Si  -0.002  0.0029  -0.0037
Si  0.0103  0.029  -0.0059
Si  0.031  0.0184  0.0099
Si  0.0085  0.0157  0.0391
Si  0.0242  -0.0266  0.0115
Si  0.0251  0.0235  0.0063
Si  -0.0432  -0.0388  0.0457
Si  -0.089  -0.0657  -0.029
Si  0.0183  0.0318  0.0258
Si  0.0234  0.0415  -0.0431
Si  -0.0322  -0.0363  -0.0586
Si  -0.0363  -0.0204  -0.0442
Si  -0.0446  -0.0226  -0.055
Si  0.0129  -0.0009  -0.0114
Si  -0.041  -0.0453  0.0366
Si  0.0142  0.0361  0.0332
Si  -0.0793  0.0174  -0.0949
Si  -0.0402  0.0179  -0.0193
Si  0.0274  0.0616  0.0657
Si  -0.0474  0.0472  0.0899
Si  0.0948  0.1215  -0.2136
Si  0.024  0.0096  -0.0895
Si  0.0801  0.0636  0.0792
Si  -0.0478  -0.0027  -0.0088
Si  -0.0802  -0.0348  0.0165
Si  0.096  -0.0011  -0.0182
Si  0.0269  -0.0323  -0.0223
Si  0.036  0.0346  -0.0171
Si  0.0877  -0.0505  0.0049
Si  0.0021  -0.0804  -0.0429
As  -0.0097  -0.0023  -0.0754
Si  -0.0368  0.0108  -0.0032
Si  0.0309  0.0474  0.0038
Si  -0.0385  0.0009  0.0092
Si  -0.0402  0.0207  0.0116
Si  -0.0057  0.0097  -0.0029
Si  0.0041  -0.0088  0.0069
Si  0.0108  -0.0295  0.022
Si  -0.0841  0.0341  0.0108
Si  0.0489  -0.0175  0.0081
Si  0.0379  -0.0695  0.0028
Si  -0.0273  -0.0037  0.0451
Si  0.0116  -0.0661  0.0071
Si  -0.0206  0.0201  0.0164
Si  0.0015  0.0247  0.0416
Si  0.0331  -0.0329  0.0155
Si  0.0056  -0.0105  0.0213
Si  0.0833  -0.0134  -0.0319
Si  -0.086  0.0354  0.0329
Si  -0.0368  0.0402  -0.0434
Si  0.0148  0.0843  -0.0303
Si  0.036  -0.0174  0.0024
Si  -0.047  -0.0032  -0.0151
Si  -0.1388  0.0084  -0.0015
Si  -0.028  -0.0285  -0.0993
Si  0.0392  -0.0011  -0.0318
Si  0.11  -0.0118  -0.0094
Si  -0.0921  0.0165  0.2092
Si  -0.0668  -0.0031  -0.0721
Si  0.057  -0.042  -0.0091
Si  0.0783  -0.0246  0.0777
Si  -0.0297  -0.1522  0.0774
Si  0.0434  0.0277  0.0687
Si  0.0466  0.0458  -0.0221
Si  0.0011  -0.0054  0.0295
Si  0.0158  -0.0092  -0.0032
Si  0.0513  0.0331  0.0307
Si  0.0313  0.06  -0.0056
Si  0.0011  -0.0266  0.0005
Si  0.0057  0.0112  0.0773
Si  -0.0393  -0.0402  -0.0131
Si  -0.0158  0.0026  -0.0322
Si  -0.0338  -0.0074  -0.015
Si  0.0106  0.0117  -0.0513
Si  -0.0058  -0.0127  -0.0448
Si  0.001  0.0035  -0.043
Si  -0.016  -0.0145  -0.0263
Si  0.0001  -0.0136  -0.0381
Si  -0.0056  0.0135  0.2746
Si  -0.0367  0.0056  0.2449
Si  0.0389  0.025  0.2813
Si  0.0236  -0.0301  0.24
Si  -0.0257  0.0127  0.2891
Si  -0.0509  -0.0073  0.252
Si  0.0548  0.0118  0.3136
Si  0.0267  -0.0282  0.2769
O  -0.0313  -0.0163  0.1471
O  -0.0107  -0.0316  0.1204
O  0.0143  -0.0025  0.147
O  0.0157  -0.0161  0.1117
O  0.019  0.0111  -0.1237
O  -0.0195  0.0109  -0.1324
O  0.0119  0.0062  -0.1338
O  -0.0121  0.0256  -0.119
O  -0.1007  0.1187  -0.3073
O  0.1  -0.0973  -0.2957
O  -0.146  0.0982  -0.3191
O  0.1071  -0.106  -0.2686
O  -0.0933  0.1221  -0.2965
O  0.0721  -0.1186  -0.2777
O  0.0615  -0.1006  -0.2901
O  -0.1372  0.0975  -0.2882
O  0.12  -0.1056  0.3011
O  -0.082  0.1393  0.3006
O  0.1367  -0.1128  0.3395
O  -0.1213  0.1048  0.2893
O  -0.1425  0.1037  0.3326
O  0.1037  -0.1141  0.3157
O  -0.1138  0.0991  0.3352
O  0.1189  -0.1104  0.2881
Si  0.0063  0.0066  -0.1345
Si  0.0062  -0.0061  0.1129
Si  0.0071  -0.0102  0.0757
Si  0.016  0.0093  -0.1123
Si  0.0494  -0.0119  -0.2666
Si  0.0217  0.0238  0.2726
Si  -0.0063  0  -0.5195
Si  -0.0038  -0.0068  0.1389
Si  -0.0105  0.0141  0.1351
Si  -0.0441  -0.0002  0.2411
Si  -0.0149  0.0136  -0.4853
Si  -0.003  -0.0136  0.0257
Si  0.0042  0.067  0.4554
Si  -0.0068  -0.0627  -0.2612
Si  -0.0225  0.0057  -0.3423
Si  0.0149  0.0271  0.471
Si  -0.0065  0.0011  0.0225
Si  0.0117  0.0197  -0.0157
Si  -0.0067  -0.0229  -0.3066
Si  0.0779  0.0155  0.4736
Si  0.0048  -0.009  -0.1129
Si  -0.0176  0.0184  -0.2481
Si  0.0013  0.009  0.2599
Si  -0.0136  0.0343  -0.2924
Si  -0.0018  0.0282  0.3039
Si  0.0002  -0.0013  0.1787
Si  0.0009  0.0074  -0.1167
Si  -0.0264  -0.0723  -0.5082
Si  -0.0362  -0.0007  -0.1818
Si  0.0827  0.0321  0.4497
Si  0.0079  0.0266  0.1309
Si  0.0036  -0.0188  0
Si  -0.0033  0.05  0.3017
Si  0.04  0.0138  0.2851
Si  -0.0081  0.0219  0.0236
Si  0.0086  -0.0442  -0.3007
Si  0.0011  -0.0326  -0.4664
Si  -0.0096  -0.0084  -0.1375
O  -0.0139  0.0009  -0.0429
O  -0.0258  0.0487  0.0819
O  -0.0033  -0.0108  0.0261
O  -0.0183  -0.0034  0.0289
O  -0.0142  0.0111  -0.0522
O  -0.0222  -0.0288  0.0734
O  0.0125  -0.0059  -0.0318
O  -0.0148  -0.0164  0.062
O  -0.0524  -0.0121  0.1203
O  0.0027  -0.0636  0.1004
O  0.0822  -0.0198  -0.1741
O  0.0281  0.022  -0.1177
O  0.0088  -0.006  0.0218
O  -0.08  -0.0112  -0.2
O  0.0782  0.0777  0.2191
O  -0.0161  0.0079  -0.0372
O  -0.0015  -0.0042  0.0874
O  0  0.0252  0.0591
O  0.0073  -0.0513  -0.0865
O  0.0251  -0.0322  -0.0717
O  0.0067  -0.0755  0.228
O  -0.0229  0.0122  0.0759
O  0.0049  -0.0042  0.0038
O  0.0009  0.023  0.0995
O  -0.0169  -0.0191  0.08
O  -0.0029  -0.0028  0.0055
O  0.0372  -0.0324  0.1109
O  -0.0721  -0.0404  -0.2423
O  0.0174  0.0394  0.1193
O  -0.0067  0.0259  -0.096
O  0.0366  0.0865  0.2831
O  0.0015  0.0163  -0.2502
O  -0.0196  -0.0891  0.2784
O  0.0021  0.0523  -0.1015
O  -0.011  0.0032  -0.0755
O  0.0124  0.0055  -0.0429
O  -0.0099  0.008  -0.0368
O  0.0129  -0.0474  -0.0874
O  0.0108  -0.0217  0.0567
O  0.0001  0.0752  0.1731
O  -0.0052  -0.0314  -0.0828
O  -0.0257  -0.0195  -0.09
O  0.0267  0.0615  0.2679
O  -0.0789  -0.0452  -0.2404
O  0.0052  0.0539  -0.0961
O  -0.0482  0.0123  0.0984
O  0.073  0.0213  -0.2665
O  -0.0011  -0.0023  -0.0181
O  0.0142  0.0032  -0.0541
O  0.0074  -0.029  0.1636
O  0.0121  0.049  -0.0884
O  -0.0104  0.0068  0.0943
O  -0.0001  -0.067  -0.1296
O  -0.0011  0.0011  0.0349
O  -0.0163  0.0031  0.0255
O  -0.0815  -0.0018  -0.1801
O  0.0124  0.0207  -0.0546
O  0.0167  0.0187  -0.0604
O  -0.0785  0.0315  0.2678
O  -0.0001  0.0175  0.0368
O  0.0137  0.0002  0.0285
O  -0.0061  -0.0978  0.19
O  0.086  -0.0084  0.1744
O  -0.0212  -0.0693  -0.1328
O  0.0064  0.0063  -0.0121
O  0.0893  -0.0049  -0.1936
O  0.0416  0.0122  0.0653
O  0.0113  -0.0023  0.0254

The program warned: the cutoff lies below the one the program advises for these potential files; the forces do not sum to zero within the program's tolerance; the exchange-correlation potential is rough where the density is thin.
